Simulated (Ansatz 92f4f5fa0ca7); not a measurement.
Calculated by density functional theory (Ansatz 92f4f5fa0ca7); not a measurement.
Periodic cell of 218 atoms, Si128O86B4, from a study of silicon, its oxide and their interface. The atomic structure is a simulated model.
Doubt: the cutoff is low for norm-conserving oxygen, so forces and energies are approximate.
Doubt: the program's own warning below bears on the result.

Settings
functional: HSE06
potential files: SPMS norm-conserving
basis: plane waves
wave-function cutoff: 800 eV
density cutoff ratio: 4
exchange-correlation grid ratio: 1
k mesh: 1 x 1 x 1, Gamma-centred
occupations: fixed
spin: none
net charge: 0

Cell vectors (angstrom)
a	10.938	0	0
b	0	10.938	0
c	0	0	32.0196

Atoms: element, x, y, z (angstrom)
B	10.5189	0.5243	25.0404
Si	5.7021	10.4766	24.5379
Si	2.5575	3.0166	24.4555
Si	8.5096	2.4973	24.6705
Si	0.3491	5.2644	24.6328
Si	5.3373	5.6935	24.6059
B	3.3134	7.65	25.0442
Si	8.1518	8.4908	24.6259
Si	1.3754	1.3029	25.7159
Si	6.8057	1.2916	25.8046
Si	4.1262	4.0966	25.8769
Si	9.6789	4.098	25.9475
Si	1.5468	6.8995	25.8349
Si	6.949	6.8642	25.8928
Si	4.0846	9.3852	25.8611
Si	9.7129	9.734	25.8767
Si	2.7484	-0.0422	27.1656
Si	8.1945	-0.0002	27.2565
Si	0.0827	2.6763	27.2509
Si	5.4897	2.7009	27.208
Si	2.7628	5.4496	27.2704
Si	8.2417	5.44	27.2507
Si	0.0546	8.2107	27.1931
Si	5.5201	8.1573	27.2825
Si	4.1018	1.3673	28.6013
Si	9.5708	1.3673	28.6013
Si	1.3673	4.1018	28.6013
Si	6.8362	4.1018	28.6013
Si	4.1018	6.8362	28.6013
Si	9.5708	6.8362	28.6013
Si	1.3673	9.5708	28.6013
Si	6.8362	9.5708	28.6013
Si	0	0	29.9686
Si	5.469	0	29.9686
Si	2.7345	2.7345	29.9686
Si	8.2035	2.7345	29.9686
Si	0	5.469	29.9686
Si	5.469	5.469	29.9686
Si	2.7345	8.2035	29.9686
Si	8.2035	8.2035	29.9686
Si	1.3673	1.3673	31.3358
Si	6.8362	1.3673	31.3358
Si	4.1018	4.1018	31.3358
Si	9.5708	4.1018	31.3358
Si	1.3673	6.8362	31.3358
Si	6.8362	6.8362	31.3358
Si	4.1018	9.5708	31.3358
Si	9.5708	9.5708	31.3358
Si	2.7345	0	0.6835
Si	8.2035	0	0.6835
Si	0	2.7345	0.6835
Si	5.469	2.7345	0.6835
Si	2.7345	5.469	0.6835
Si	8.2035	5.469	0.6835
Si	0	8.2035	0.6835
Si	5.469	8.2035	0.6835
Si	4.1018	1.3673	2.0507
Si	9.5708	1.3673	2.0507
Si	1.3673	4.1018	2.0507
Si	6.8362	4.1018	2.0507
Si	4.1018	6.8362	2.0507
Si	9.5708	6.8362	2.0507
Si	1.3673	9.5708	2.0507
Si	6.8362	9.5708	2.0507
Si	0	0	3.418
Si	5.469	0	3.418
Si	2.7345	2.7345	3.418
Si	8.2035	2.7345	3.418
Si	0	5.469	3.418
Si	5.469	5.469	3.418
Si	2.7345	8.2035	3.418
Si	8.2035	8.2035	3.418
Si	1.3397	1.353	4.7864
Si	6.833	1.3574	4.7751
Si	4.1061	4.1077	4.7747
Si	9.4446	4.1991	4.6931
Si	1.3244	6.8804	4.7709
Si	6.8184	6.8956	4.838
Si	4.0497	9.6314	4.7488
Si	9.5517	9.5659	4.8936
Si	2.6036	-0.0852	6.232
Si	8.0819	-0.0385	6.2776
Si	-0.1997	2.7416	5.9131
Si	5.4164	2.6803	6.1368
Si	2.7705	5.5532	6.0699
Si	8.1911	5.5146	6.2336
Si	0.0444	8.2291	6.3294
Si	5.5174	8.4157	6.1533
Si	4.2561	1.1014	7.515
Si	9.2516	1.6853	7.4583
Si	1.1028	4.2522	7.0729
Si	6.969	3.8673	7.4514
Si	3.8853	7.2242	7.3635
Si	9.9116	6.4548	7.6635
B	1.8	9.0949	6.9958
B	6.307	10.128	7.0201
O	2.6453	8.31	7.7321
O	8.1257	2.796	8.0106
O	4.1311	6.8502	24.2861
O	9.6869	1.3319	24.3145
O	5.4936	-0.0267	7.794
O	0.1263	5.2868	7.9264
O	1.3893	4.1153	24.067
O	6.9549	9.4948	24.1045
O	4.5078	6.6742	8.7846
O	9.3743	6.7417	9.2132
O	3.7504	1.7415	8.9835
O	1.7724	3.0462	7.9667
O	6.1082	4.5036	8.7231
O	10.1274	1.1306	8.7505
O	10.6563	5.9204	23.2722
O	5.9731	5.038	23.2139
O	4.9477	10.7731	23.1092
O	7.9654	3.1887	23.279
O	8.8477	7.8879	23.2654
O	3.3093	2.6762	23.0206
Si	6.5837	1.4861	15.3549
Si	4.9305	10.7625	21.4858
Si	7.7243	7.585	15.9697
Si	6.0004	1.4927	12.1567
Si	0.7948	0.0278	17.1985
Si	1.1799	1.5235	14.4211
Si	6.5008	5.2562	17.8109
Si	10.726	1.3277	10.2562
Si	7.2716	4.3977	22.4268
Si	3.0677	8.7901	17.0804
Si	4.0384	5.4342	19.7621
Si	5.3149	4.7586	15.0861
Si	0.1415	10.0793	12.3972
Si	1.9395	2.0228	19.0891
Si	9.4896	6.6556	22.4281
Si	8.497	3.2169	11.5241
Si	0.1917	7.5476	19.8355
Si	3.241	5.1436	11.2382
Si	9.3167	9.4483	17.9475
Si	4.907	1.7044	17.9361
Si	6.9681	3.1102	19.5387
Si	0.326	4.5	15.3087
Si	2.7298	6.5864	14.896
Si	5.602	5.7837	9.6071
Si	8.4897	8.141	12.9438
Si	2.7278	8.0773	12.1882
Si	3.5495	2.6128	21.4111
Si	8.4151	6.2512	10.4513
Si	6.9769	0.1514	19.417
Si	8.2541	3.9173	14.6229
Si	3.6694	2.9591	13.2127
Si	3.2149	8.3092	20.1623
Si	5.5775	9.6844	15.499
Si	5.5385	9.4917	12.4426
Si	2.4447	2.6793	9.3846
Si	1.3203	4.9152	18.3676
O	1.4585	9.1333	12.0084
O	8.4359	4.6303	10.7029
O	4.1975	9.7395	16.3691
O	4.2419	5.9404	14.7345
O	4.5777	2.2941	12.0251
O	6.4124	10.4701	20.8283
O	7.1609	2.2767	11.3061
O	2.6638	7.7477	13.7727
O	5.4885	2.8956	18.8778
O	2.2316	1.9655	20.6892
O	4.6188	3.4421	14.4391
O	8.7731	8.5008	16.7663
O	8.8555	6.994	11.8339
O	1.2446	0.9499	15.9389
O	6.3639	1.4657	13.7438
O	4.8543	5.3192	10.9885
O	9.6052	4.6985	15.205
O	0.4681	0.3548	13.4913
O	0.4777	6.1218	19.0728
O	1.5792	8.2717	20.338
O	3.7648	6.8206	20.6266
O	7.6018	4.219	18.4967
O	2.7172	4.1557	10.0424
O	6.2474	8.2461	15.8067
O	6.7539	10.8262	15.7508
O	5.0689	9.817	13.9641
O	2.9457	4.2941	12.6055
O	2.5499	6.6446	11.3491
O	7.4427	6.3182	16.9842
O	2.6457	1.8196	13.7607
O	7.8295	2.5724	15.5318
O	9.8347	2.4328	11.0473
O	5.4663	4.6421	16.6981
O	5.5072	5.7207	19.0497
O	7.0108	8.7457	12.5063
O	3.2933	1.8354	18.1445
O	5.7963	10.8957	11.6249
O	1.6654	9.5997	17.1428
O	0.5095	3.0226	14.5955
O	5.6346	0.3214	18.4648
O	8.6535	3.4935	13.1131
O	2.9172	5.2675	18.5617
O	7.6917	1.6386	19.5815
O	6.8915	6.6874	10.0245
O	10.1487	7.2479	21.085
O	5.3429	1.8814	16.3682
O	0.7513	4.6801	16.8649
O	0.9975	0.7938	18.6252
O	1.4076	5.6009	14.6619
O	3.9054	4.115	20.7834
O	8.0761	10.0661	18.8093
O	9.7632	9.2124	12.9257
O	10.3218	8.5914	18.8901
O	10.1448	10.6209	17.1693
O	1.3611	1.8184	10.26
O	4.6426	1.4097	21.1149
O	10.6485	-0.1185	11.0041
O	3.5968	8.4842	18.5855
O	2.7283	7.3687	16.3349
O	8.3242	5.5783	22.0749
O	8.3523	7.455	14.442
O	6.8119	3.7236	21.0279
O	4.2288	8.6956	11.7976
O	6.8787	4.8635	14.5207
O	3.864	9.5872	20.9891
O	1.1184	3.4235	18.9782

Results
free energy: -53338.782 eV
free energy less fixed offsets of B -77.42, O -447.96, Si -113.29 eV per atom: -3.422 eV
gap between the highest filled and lowest empty level on this k mesh: 1.180 eV

The program warned: the cutoff lies below the one the program advises for these potential files; the model core charge is not resolved on the grid; the forces do not sum to zero within the program's tolerance; the exchange-correlation potential is rough where the density is thin.
